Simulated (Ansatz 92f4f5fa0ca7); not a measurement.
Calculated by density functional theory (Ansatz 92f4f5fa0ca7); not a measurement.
Periodic cell of 216 atoms, Si120O64H32, with a vacuum gap, from a study of silicon, its oxide and their interface. The atomic structure is a simulated model.

Settings
functional: r2SCAN
potential files: Ansatz PAW
basis: plane waves
wave-function cutoff: 800 eV
density cutoff ratio: 5
exchange-correlation grid ratio: 1
k mesh: 1 x 1 x 1, shifted by 0.5 0.5 0 of a step
self-consistency stop: 1e-11 eV per atom in the density residual
occupations: fixed
spin: none
net charge: 0
applied field: sawtooth along c, amplitude -0.015 V/angstrom in the program's sign convention, ramp centred at 0.9875 of c and 0.0250 of c wide, no dipole correction

Cell vectors (angstrom)
a  10.888  0  0
b  0  10.888  0
c  0  0  39.993

Atoms and the computed forces on them: element, x, y, z (angstrom), force x, y, z (eV/angstrom)
Si  0.2621  -0.4021  26.4932  -0.0066  0.0034  -0.0221
Si  2.5901  2.8278  26.1211  0.0038  -0.0042  -0.0131
Si  0.3412  5.0895  26.1779  -0.0085  0.0057  -0.0211
Si  2.6231  8.4089  26.3077  0.008  -0.0037  -0.0145
Si  5.8269  -0.3182  26.2841  -0.0068  0.0052  -0.0194
Si  7.9167  3.041  26.1859  0.0041  -0.0004  -0.0242
Si  5.679  5.2102  26.6883  -0.0032  0.0089  -0.0179
Si  7.9026  8.2218  26.4307  0.0037  -0.0106  -0.0131
Si  1.4391  1.3088  27.5715  -0.0062  -0.0048  -0.0116
Si  4.0494  3.9205  27.6683  0.0039  0.0069  -0.0101
Si  1.4694  6.7072  27.5073  0.0042  0.0036  -0.0105
Si  4.1848  9.5244  27.6439  -0.0011  -0.0038  -0.0156
Si  6.942  1.3124  27.5339  0.003  0.0011  -0.0107
Si  9.599  4.0448  27.5419  -0.0004  -0.001  -0.0131
Si  6.8528  6.7667  27.9141  -0.0059  -0.0049  -0.0145
Si  9.5415  9.3534  27.7107  0.002  0.003  -0.0097
Si  0.03  2.6544  28.9315  0.0004  0.0052  0.0052
Si  2.8121  0.0052  28.9836  0.0193  0.0001  0.0109
Si  0.0713  8.0041  28.9768  -0.0059  -0.0142  0.0092
Si  2.7598  5.386  28.9804  0.0002  0.0016  0.0081
Si  5.4956  2.5901  28.9558  -0.0035  -0.0149  0.0035
Si  8.2449  -0.0312  28.9858  -0.0058  -0.0023  0.0109
Si  5.429  8.1515  29.1077  0.0022  -0.0016  0.0123
Si  8.3194  5.3881  29.0563  0.0124  0.0078  0.0032
Si  1.3616  4.0487  30.318  -0.0042  0.0075  0.0221
Si  4.1384  1.3252  30.3879  -0.006  0.0014  0.0112
Si  1.4026  9.4823  30.2779  -0.0107  0.0061  0.0285
Si  4.0709  6.7556  30.3881  0.0034  -0.001  0.0124
Si  6.842  4.0221  30.2977  -0.0081  0.018  0.0288
Si  9.5785  1.3243  30.3438  -0.0024  0.0023  0.0141
Si  6.8362  9.5398  30.3699  -0.0028  0.0041  0.0162
Si  9.6171  6.7494  30.4262  -0.0128  0.0053  0.006
Si  0.0438  -0.0459  31.6798  0.0027  -0.0014  0.192
Si  2.7457  2.7142  31.6946  0.0129  -0.0141  0.1755
Si  0.0474  5.3866  31.7549  0.0198  -0.0169  0.1779
Si  2.7133  8.1428  31.7016  0.0278  -0.0215  0.1947
Si  5.4708  -0.022  31.7488  0.0146  -0.016  0.1728
Si  8.1802  2.6804  31.6819  0.0288  -0.0311  0.1969
Si  5.4806  5.4006  31.6863  0.0067  -0.0073  0.1852
Si  8.2038  8.1542  31.7093  0.0148  -0.0205  0.1646
Si  1.3697  1.3484  33.0474  0.1393  -0.0784  0.1756
Si  4.091  4.0863  33.0693  0.0662  -0.1123  0.1814
Si  1.3671  6.8043  33.0813  0.042  -0.1577  0.3994
Si  4.0694  9.5102  33.0539  0.1407  -0.0834  0.376
Si  6.8142  1.366  33.0765  0.058  -0.136  0.3586
Si  9.5079  4.0567  33.0508  0.1766  -0.0754  0.3964
Si  6.8103  6.7948  33.0509  0.1204  -0.0566  0.1926
Si  9.5454  9.5293  33.0741  0.0735  -0.1102  0.1925
Si  -0.0254  2.714  6.9076  -0.1136  0.2561  -0.3388
Si  2.7184  -0.0084  6.9266  -0.05  0.053  -0.2851
Si  0.0043  8.1627  6.9486  -0.0182  0.0395  -0.2783
Si  2.7259  5.4653  6.9419  -0.2528  0.0695  -0.3024
Si  5.4476  2.728  6.9433  -0.0589  0.0211  -0.2601
Si  8.1661  0.0148  6.9388  -0.1883  0.1034  -0.2882
Si  5.4233  8.164  6.9104  -0.109  0.2119  -0.3435
Si  8.1627  5.4311  6.9228  -0.0271  0.0474  -0.2843
Si  1.2993  4.1185  8.2497  -0.0136  0.0221  -0.1689
Si  4.0584  1.3726  8.278  -0.0187  0.0186  -0.1643
Si  1.345  9.5503  8.3083  -0.008  0.006  -0.1812
Si  4.0554  6.8525  8.3024  -0.0362  0.0369  -0.198
Si  6.7905  4.1074  8.3075  0.0087  -0.0079  -0.1844
Si  9.4952  1.4043  8.3021  -0.0359  0.0243  -0.1948
Si  6.7585  9.5506  8.2578  -0.022  0.0239  -0.1707
Si  9.5099  6.8016  8.2779  -0.0021  -0.0014  -0.1705
Si  -0.0343  0.0461  9.6323  0.0156  -0.0061  -0.0145
Si  2.6482  2.7541  9.5645  0.001  -0.0064  -0.0048
Si  -0.0426  5.4567  9.6791  0.0077  -0.0118  -0.02
Si  2.6944  8.2066  9.7008  -0.0004  -0.002  -0.023
Si  5.4077  0.0195  9.6551  0.0087  -0.0086  -0.0142
Si  8.1449  2.7673  9.7038  0.0017  -0.0007  -0.0228
Si  5.4192  5.4967  9.6272  0.0017  -0.0164  -0.0181
Si  8.1192  8.1775  9.5687  0.0066  0.0058  -0.0106
Si  1.3032  1.448  10.9744  0.0056  0.0099  -0.0038
Si  3.9702  4.1489  10.8783  -0.0097  -0.0083  -0.0041
Si  1.291  6.8491  11.0387  -0.0052  -0.0047  -0.0062
Si  4.048  9.5908  11.0682  0.0018  0.0069  -0.0122
Si  6.7409  1.3989  11.0209  -0.0059  -0.0029  -0.012
Si  9.4846  4.1413  11.1069  0.0044  0.0071  -0.0129
Si  6.7888  6.8639  10.9741  0.0019  0.0112  -0.0079
Si  9.429  9.5689  10.9001  -0.0119  -0.0034  -0.0102
Si  -0.0273  2.7623  12.4487  0.0024  -0.0057  0.0132
Si  2.6614  0.1255  12.3639  -0.0085  -0.0011  0.0139
Si  -0.1311  8.2543  12.2967  0.0023  0.007  0.0147
Si  2.6796  5.4765  12.3497  0.0061  -0.0008  0.0171
Si  5.2844  2.7968  12.2336  0.0012  0.009  0.0175
Si  8.0983  -0.0045  12.3386  0.0058  -0.0023  0.0174
Si  5.4656  8.2283  12.3756  0.0003  -0.0063  0.0125
Si  8.0965  5.5426  12.434  -0.0066  -0.0041  0.0133
Si  1.5822  3.9313  13.7467  0.0035  -0.0045  -0.033
Si  3.7917  1.7239  13.6976  -0.0084  0.0061  -0.0397
Si  1.0232  9.8458  13.5468  -0.0034  0.0047  -0.0228
Si  4.3076  6.6183  13.5952  0.0017  -0.0069  -0.0347
Si  6.3944  4.3445  13.5442  -0.0047  0.0015  -0.0208
Si  9.6811  1.0939  13.6435  0.0034  -0.0011  -0.0236
Si  6.9799  9.3904  13.7939  0.0086  -0.005  -0.0405
Si  9.218  7.1967  13.7292  -0.004  0.007  -0.0278
Si  -25.1362  -15.4973  19.8054  0.0024  -0.0092  -0.0571
Si  4.1511  -15.0666  24.3575  0.0029  -0.0079  -0.0515
Si  -18.856  8.5237  15.6736  -0.0017  -0.0022  -0.0685
Si  35.2087  -5.6365  22.4227  -0.0017  0.006  -0.0399
Si  5.506  19.3197  19.4174  -0.0036  0.0101  -0.051
Si  -13.0958  10.8914  21.4584  -0.0007  -0.0001  -0.0472
Si  6.324  1.8061  21.6276  0.0023  -0.0094  -0.0643
Si  -21.9023  11.3173  23.6799  0.0005  0.0012  -0.0564
Si  -2.4969  14.5219  23.2307  -0.0012  -0.0004  -0.0552
Si  -22.2755  16.0226  15.5877  0.0045  -0.0004  -0.0642
Si  20.075  -4.5164  24.1311  -0.0012  0.0043  -0.0538
Si  5.1282  -4.45  21.581  0.0106  0.0082  -0.0538
Si  -23.1248  -2.9597  21.4428  -0.0037  0.0002  -0.0514
Si  24.0123  -0.6991  22.342  -0.0013  -0.0041  -0.0518
Si  -8.7115  22.0628  19.4108  0.0068  -0.0042  -0.1063
Si  10.5248  -30.8897  19.7212  -0.0039  0.0113  -0.057
Si  -34.4899  14.9837  18.06  0.003  0.0011  -0.074
Si  -17.513  33.7868  23.9237  0.0007  -0.0076  -0.056
Si  -5.7722  21.7146  15.9335  -0.0004  -0.0026  -0.0683
Si  -5.6876  0.6249  18.9869  -0.0007  -0.0094  -0.0655
Si  -9.3176  18.5232  21.0415  0.0062  0.0011  -0.0516
Si  13.6161  -13.5472  18.4448  -0.0004  -0.0015  -0.069
Si  19.1853  -7.8501  15.4376  -0.0007  -0.0083  -0.0773
Si  0.4662  13.8497  22.463  0.0022  -0.0054  -0.0551
O  8.1097  -13.4883  14.2767  -0.0013  -0.0026  0.0252
O  -5.9333  7.8479  20.8148  -0.0044  -0.0133  0.0303
O  -10.7784  8.2797  20.8537  -0.0042  -0.0002  0.0181
O  17.7529  9.3633  25.8522  0.0029  0.0007  0.0211
O  -9.4627  17.1679  21.888  0.0034  -0.0113  0.0214
O  6.8717  14.3016  14.8072  0.0127  -0.0059  0.0284
O  -5.5747  11.2826  24.91  0.0112  -0.011  0.0331
O  -4.4413  38.4144  20.9179  -0.0124  -0.0007  0.0261
O  19.7449  -9.2922  14.9813  -0.0067  0.0105  0.0264
O  -15.0476  15.0443  26.0078  -0.0001  -0.0012  0.0107
O  -2.5587  2.7505  24.6113  -0.0028  -0.0067  0.0461
O  9.4558  11.4161  22.7662  0.0109  0.0045  0.0321
O  -5.8194  12.7041  22.6772  -0.0147  -0.0038  0.0327
O  5.6684  10.0416  19.5444  0.001  -0.0008  0.0208
O  -14.6194  0.4293  21.7323  -0.0004  0.0019  0.0185
O  -1.5267  11.5949  20.1493  -0.0092  -0.0108  0.0312
O  -0.0793  21.7928  14.1558  -0.0006  0.0011  0.0006
O  -7.497  -8.6895  24.809  -0.0158  0.0149  0.0385
O  3.8726  -5.4958  21.4697  -0.0065  -0.0031  0.0217
O  -10.0703  -0.7449  23.1132  -0.0087  0.005  0.0263
O  -19.6398  11.106  21.0226  -0.0006  -0.0068  0.0193
O  -0.8777  6.6132  15.0518  0.0048  -0.0104  0.0228
O  3.7131  7.3531  14.9161  -0.0097  0.0144  0.035
O  -14.9474  18.4388  19.0339  0.0031  -0.0046  0.0184
O  13.0432  -1.1986  18.8046  -0.0033  0.0109  0.0202
O  5.3525  5.4691  14.1331  -0.0005  0.0021  0.0103
O  14.4886  11.821  18.9973  -0.0071  0.0008  0.0166
O  -9.9103  26.4566  15.0931  -0.0107  0.0061  0.0256
O  8.1634  5.214  23.5922  0.0028  0.0043  0.0256
O  -8.6613  29.6245  16.9723  -0.0022  -0.0031  0.0452
O  0.3985  13.2054  21.0113  0.0064  0.0103  0.0415
O  -16.1915  -10.3279  17.3817  0.0006  0.0082  0.0575
O  4.5588  1.1476  15.0156  0.0095  -0.0136  0.0334
O  -27.4702  6.8997  23.1339  -0.008  0.0027  0.0412
O  4.343  -13.6216  18.3392  0.0119  -0.0002  0.031
O  11.5608  1.8327  23.6028  0.0001  -0.0046  0.0245
O  -0.5609  -10.7374  25.1932  0.0032  -0.0068  0.0372
O  3.9143  31.5181  16.0887  0.0015  0.0008  0.0311
O  5.8367  -9.1369  20.0334  0.0098  0.0119  0.042
O  -9.183  -1.7944  14.8056  0.0158  -0.0124  0.0368
O  -13.0996  -1.6019  21.3555  0.0011  0.0011  0.0147
O  -18.4168  -2.8654  24.8823  -0.0093  0.0091  0.0285
O  13.914  -16.1445  23.9157  0.0049  0.0042  0.031
O  19.7488  28.5727  20.5311  0.011  0.0105  0.0321
O  12.3119  20.3507  25.9313  -0.0004  -0.0001  0.0046
O  13.581  -8.0633  14.2431  0.0003  -0.0009  0.0027
O  1.8155  14.723  22.4808  0.0015  0  0.0221
O  2.186  7.2439  19.5978  -0.0101  -0.0051  0.0441
O  -23.0082  -3.5388  22.9383  -0.0026  -0.0155  0.0422
O  9.3552  -28.5436  14.858  0.0004  0.0018  0.0253
O  -1.0274  -18.7225  18.9952  0.0114  -0.019  0.0294
O  33.5115  -20.7069  18.8767  -0.0034  0.0014  0.0162
O  8.0278  15.9554  18.8502  -0.0123  0.0186  0.0378
O  -11.6416  4.9807  17.1882  -0.0098  -0.0085  0.0414
O  -5.875  -15.6253  25.5623  0.0076  -0.0088  0.0236
O  6.3463  -0.7927  15.1435  -0.0134  0.0087  0.03
O  -13.3409  7.3209  25.1904  -0.0088  0.0162  0.0282
O  -0.9695  3.6651  22.6788  -0.0111  0.0028  0.0173
O  -18.4392  10.8325  23.3173  0.0124  0.0113  0.032
O  13.4109  -13.1084  21.8635  0.0019  0.0077  0.0195
O  -2.6859  3.1774  17.0364  0.0051  0.01  0.0433
O  1.4319  14.8237  25.6924  0.0048  -0.0032  0.0238
O  -3.5507  13.9161  22.115  0.0103  0.0088  0.0229
O  -0.3889  -48.7374  24.8352  0.0154  -0.0099  0.034
H  0.5391  2.1613  33.9798  0.2525  -0.2802  -0.3083
H  2.189  0.5241  33.9798  -0.2973  0.3459  -0.2363
H  3.2734  4.9123  34.0017  0.311  -0.2553  -0.3107
H  4.9123  3.264  34.0017  -0.3354  0.2733  -0.2512
H  0.544  7.6248  34.0138  0.2551  -0.3383  -0.2803
H  2.1949  5.9886  34.0138  -0.2409  0.3828  -0.2178
H  3.2532  10.3376  33.9864  0.2912  -0.3174  -0.2735
H  4.8936  8.6908  33.9864  -0.3394  0.259  -0.223
H  7.6362  0.5444  34.0089  -0.2854  0.3157  -0.2308
H  5.991  2.1864  34.0089  0.3356  -0.2464  -0.2862
H  10.3333  3.2385  33.9832  -0.3659  0.2356  -0.2065
H  8.695  4.8873  33.9832  0.2762  -0.3164  -0.2838
H  7.6287  5.9696  33.9833  -0.2966  0.3298  -0.2401
H  5.9832  7.6113  33.9833  0.2584  -0.2844  -0.305
H  8.7218  10.3494  34.0065  0.3045  -0.2389  -0.3118
H  10.3612  8.7015  34.0065  -0.2985  0.327  -0.2474
H  0.8051  1.901  5.9752  -0.2809  0.2396  0.3224
H  -0.8509  3.5321  5.9752  0.3046  -0.3703  0.2057
H  3.5347  -0.8357  5.9941  -0.3164  0.2992  0.2948
H  1.8991  0.8158  5.9941  0.2732  -0.2963  0.2667
H  -0.8115  8.9904  6.0162  0.2744  -0.2898  0.2625
H  0.8274  7.3422  6.0162  -0.2897  0.3295  0.2769
H  1.8981  6.2811  6.0094  0.3747  -0.2908  0.2073
H  3.5436  4.6393  6.0094  -0.2527  0.283  0.3135
H  6.2708  1.9076  6.0109  -0.2902  0.3079  0.2868
H  4.6263  3.5503  6.0109  0.3023  -0.2774  0.258
H  7.3441  0.8364  6.0064  0.3377  -0.3092  0.219
H  8.9896  -0.8053  6.0064  -0.2457  0.2844  0.3081
H  4.5992  8.9835  5.978  0.3202  -0.3494  0.2144
H  6.2504  7.3475  5.978  -0.2845  0.2308  0.3193
H  8.9757  4.6005  5.9903  -0.3185  0.3012  0.29
H  7.3443  6.2563  5.9903  0.2715  -0.2839  0.2706

Results
free energy: -113760.769 eV
free energy less fixed offsets of H -15.71, O -570.45, Si -639.56 eV per atom: -2.049 eV

The program warned: the cutoff lies below the one the program advises for these potential files; the forces do not sum to zero within the program's tolerance; empty levels may hold ghost states of the PAW files; the exchange-correlation potential is rough where the density is thin.
